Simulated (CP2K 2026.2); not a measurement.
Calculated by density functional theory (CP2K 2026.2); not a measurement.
Periodic cell of 511 atoms, Si360O151, from a study of silicon, its oxide and their interface. The atomic structure is a simulated model.
Doubt: the forces sum to 2.64 eV/angstrom along one axis rather than to zero, so they err by at least 0.0052 eV/angstrom per atom on average; the grid cutoff is modest.

Settings
functional: PBE
method: Gaussian and plane waves
basis set: DZVP-MOLOPT-SR-GTH
pseudopotentials: GTH-PBE
grid cutoff: 300 Ry, relative cutoff 40 Ry
k points: Gamma only
occupations: fixed
spin: none
net charge: 0

Cell vectors (angstrom)
a 16.32 0 0
b 0 16.32 0
c -6.5663 5.5076 34.4784

Atoms and the computed forces on them: element, x, y, z (angstrom), force x, y, z (eV/angstrom)
Si 1.191 1.07 0.056 0.055 -0.13 0.669
Si 0.752 2.69 -4.603 -0.085 0.093 -0.031
Si -1.766 4.594 0.123 -0.209 0.166 0.584
Si 1.139 7.319 0.233 -0.291 0.127 0.44
Si -0.679 -7.371 -0.022 0.071 -0.078 -0.005
Si 2.139 -3.461 0.069 0.31 0.369 0.416
Si -0.173 4.575 24.143 -0.133 -0.031 -0.04
Si 3.631 -2.553 -3.886 -0.008 0.016 0.107
Si 4.15 3.909 0.201 -0.172 0.027 0.62
Si -10.265 -0.839 -4.835 0.047 0.021 0.08
Si 4.337 -5.659 -0.061 0.387 0.135 0.476
Si 3.47 6.479 -4.283 0.018 -0.024 0.047
Si -6.345 -1.651 -1.244 0.011 0.049 0.143
Si -4.458 1.788 0.091 -0.202 0.277 0.519
Si -6.169 3.568 0.002 0.061 -0.063 0
Si -3.498 6.305 0.094 0.208 -0.183 0.589
Si 6.345 6.798 -0.028 0.201 0.051 0.602
Si -2.962 0.798 -2.55 -0.044 0.057 0.129
Si -0.098 -0.166 1.584 0.35 0.352 0.117
Si 2.584 2.57 1.341 -0.03 -0.034 0.002
Si 0.029 5.524 1.346 -0.002 -0.001 -0.055
Si 2.756 8.347 1.562 -0.225 -0.338 0.41
Si 0.056 -5.519 1.359 -0.292 -0.387 0.255
Si 3.148 -2.211 1.713 0.063 0.058 -0.024
Si 4.867 -0.459 1.517 -0.194 -0.177 0.468
Si -8.01 2.619 1.212 0.239 0.432 0.319
Si 5.486 5.296 1.526 -0.051 -0.017 0.048
Si -8.39 8.205 1.148 0.021 0.005 -0.052
Si 5.735 -4.996 1.7 -0.004 -0.048 -0.043
Si -8.847 -3.337 1.54 0.039 0.038 0.073
Si -5.47 0.008 1.267 0.375 0.259 0.338
Si -2.738 2.811 1.364 0.041 0.01 -0.071
Si -5.326 5.373 1.29 -0.051 0.055 -0.054
Si -2.527 8.107 1.274 -0.039 0.033 -0.082
Si -5.514 -5.418 1.167 -0.248 -0.297 0.365
Si -2.293 -2.42 1.302 -0.238 -0.174 0.759
Si -1.392 1.417 2.727 -0.008 -0.036 0.042
Si 1.32 4.057 2.668 0.032 0.023 0.031
Si -1.307 6.809 2.802 0.017 0.038 0.011
Si 1.38 9.612 2.922 -0.021 0.026 -0.126
Si -1.348 -4.124 2.658 0.021 0.031 -0.035
Si 1.399 -1.304 2.959 0.023 -0.034 0.029
Si 3.978 1.323 2.786 -0.006 -0.065 -0.007
Si 6.952 3.96 2.689 0.007 -0.093 0.005
Si 4.108 6.798 2.747 0.007 0.035 0.005
Si 6.791 -6.799 2.761 -0.008 -0.002 0.04
Si 4.109 -3.938 2.991 -0.053 0.026 0.025
Si -9.668 -1.453 2.704 0.012 0.049 -0.04
Si -6.825 1.264 2.722 -0.011 -0.003 -0.104
Si -4.077 4.088 2.809 -0.028 -0.018 -0.015
Si -6.855 6.813 2.463 -0.033 -0.007 -0.014
Si -4.039 -6.779 2.489 0.017 0.013 -0.014
Si -6.873 -4.134 2.653 0.011 0.013 -0.04
Si -4.031 -1.348 2.564 -0.029 -0.037 -0.036
Si -2.761 0.016 4.04 0.015 -0.011 0.024
Si -0.032 2.763 4.095 0.025 -0.024 0.014
Si -2.706 5.456 4.127 0.029 -0.029 0.023
Si 0.008 8.178 4.17 0 -0.034 0.009
Si -2.763 -5.442 3.989 -0.011 0 -0.009
Si 0.014 -2.804 4.111 -0.022 0.035 0.013
Si 2.681 0.089 4.298 0.022 -0.003 -0.014
Si 5.482 2.661 4.03 0 0.019 0.005
Si 2.699 5.424 4.045 -0.002 -0.006 -0.011
Si 5.442 -8.163 4.116 0.018 0.012 -0.02
Si 2.728 -5.353 4.232 0.017 -0.004 0.021
Si 5.464 -2.657 4.33 0.003 -0.008 0.006
Si -8.229 -0.081 4.019 -0.01 -0.02 0.032
Si -5.461 2.675 4.074 0.031 0.024 0.006
Si -8.09 5.443 3.99 -0.002 0.029 -0.017
Si -5.444 8.162 3.87 -0.039 0.017 -0.002
Si -8.102 -5.509 4.119 -0.032 -0.012 -0.033
Si -5.461 -2.705 3.931 0.016 0.004 -0.016
Si -1.376 -1.368 5.389 -0.015 0.013 -0.024
Si 1.294 1.448 5.545 -0.01 0.026 -0.004
Si -1.371 4.092 5.48 0.009 -0.007 0.027
Si 1.377 6.78 5.466 -0.016 -0.001 -0.008
Si -1.407 9.557 5.43 0.008 0.015 -0.015
Si 1.342 -4.056 5.568 0.004 0.025 0.024
Si 4.063 -1.299 5.604 -0.023 0.016 0.009
Si 6.788 1.305 5.427 -0.012 0.014 0.025
Si 4.106 4.066 5.383 -0.002 0.01 -0.033
Si -9.475 6.777 5.399 -0.009 -0.025 -0.009
Si 4.101 -6.79 5.486 0.014 -0.008 0.001
Si -9.456 12.204 5.501 0.034 0.009 -0.003
Si -6.807 -1.389 5.372 0.027 0.011 -0.014
Si -4.1 1.339 5.443 0.009 0.014 -0.01
Si -6.787 4.085 5.409 -0.007 -0.001 0.006
Si -4.12 6.842 5.365 -0.016 0.017 0.01
Si -6.732 -6.862 5.409 0.016 -0.038 -0.003
Si -4.121 -4.07 5.345 -0.002 -0.021 -0.011
Si -0.053 -0.001 6.812 0.019 -0.015 0.006
Si 2.735 2.777 6.826 -0.005 -0.007 -0.019
Si 0 5.446 6.825 -0.002 -0.002 0.012
Si 2.732 -8.165 6.816 0.003 0.018 0.004
Si -0.043 -5.444 6.837 0.021 -0.005 0.009
Si 2.7 -2.691 6.902 -0.001 -0.011 0.017
Si 5.457 0.038 6.892 0.008 -0.012 0.015
Si -8.167 2.717 6.754 -0.004 -0.023 0.002
Si -10.863 5.43 6.759 0.012 0.004 -0.011
Si -8.123 8.129 6.778 0.01 -0.016 -0.007
Si -10.849 10.871 6.844 -0.036 -0.004 0
Si -8.106 -2.734 6.814 -0.012 0.007 -0.008
Si -5.471 -0.021 6.769 -0.027 0.006 0.003
Si -2.74 2.708 6.804 0.005 0.013 0.007
Si -5.434 5.454 6.765 0.005 -0.023 0.011
Si -2.761 8.18 6.768 0.006 -0.009 0.005
Si -5.419 -5.447 6.76 -0.006 -0.002 0.001
Si -2.751 -2.722 6.744 -0.002 -0.001 -0.021
Si -1.393 1.359 13.62 -0.001 0.017 0.014
Si 1.357 4.098 13.586 0.005 0 0.002
Si -1.369 6.821 13.602 -0.006 0.016 -0.005
Si 1.337 -6.804 13.613 0.006 0.002 -0.003
Si -1.383 -4.099 13.626 -0.003 -0.003 -0.001
Si 1.332 -1.36 13.584 0.01 -0.003 0.011
Si 4.089 1.377 13.567 -0.007 -0.004 -0.012
Si -9.527 4.064 13.593 0.004 -0.01 -0.011
Si 4.06 -9.527 13.599 0.004 -0.009 0.003
Si -9.487 9.536 13.586 -0.022 -0.009 0.008
Si 4.081 -4.069 13.56 -0.013 -0.012 -0.001
Si 6.824 -1.354 13.595 -0.011 0.017 -0.005
Si -6.807 1.34 13.612 -0.021 0.011 -0.007
Si -4.067 4.08 13.605 0.005 -0.008 0
Si -6.768 6.806 13.584 0.006 -0.009 0.008
Si -4.058 9.542 13.607 -0.003 0.012 -0.007
Si -6.773 -4.066 13.621 0.016 0.001 -0.006
Si -4.099 -1.377 13.644 0.007 -0.014 0.006
Si -2.758 -0.005 14.999 -0.01 0.008 0.001
Si -0.005 2.74 14.932 0.006 -0.014 -0.007
Si -2.721 5.468 14.968 0 -0.006 -0.006
Si -0.033 8.17 15.001 0.01 0.015 -0.004
Si -2.731 -5.443 15.033 -0.003 -0.012 0.002
Si -0.026 -2.727 14.955 -0.001 -0.006 -0.003
Si 2.709 0.028 14.892 0.013 0.027 -0.016
Si 5.432 2.709 14.968 -0.003 0.004 0.008
Si 2.692 5.443 14.983 -0.001 -0.004 0.004
Si 5.461 -8.164 14.899 0.019 0 -0.012
Si 2.695 -5.4 14.917 0.009 0.004 -0.018
Si 5.464 -2.733 14.919 -0.007 -0.01 -0.008
Si -8.153 -0.013 15.003 0.004 -0.003 0.008
Si -5.421 2.69 14.943 -0.005 -0.009 -0.014
Si -8.144 5.434 14.903 -0.018 -0.007 -0.016
Si -5.396 8.167 14.946 0.016 0.016 -0.01
Si -8.125 -5.423 14.969 -0.009 0.003 -0.005
Si -5.432 -2.741 15.047 -0.013 -0.011 0
Si -1.383 -1.379 16.324 -0.014 -0.016 0.006
Si 1.368 1.384 16.269 0.012 0.007 -0.01
Si -1.348 4.103 16.296 0.027 -0.006 0.013
Si 1.315 6.796 16.354 -0.006 -0.017 0.007
Si -1.383 -6.804 16.417 -0.004 0.013 -0.013
Si 1.312 -4.093 16.322 0.031 -0.003 0.017
Si 4.053 -1.369 16.196 -0.031 0.006 -0.029
Si -9.537 1.346 16.346 -0.006 -0.009 0.019
Si 4.058 4.065 16.327 -0.001 -0.019 -0.015
Si -9.505 6.782 16.249 -0.014 -0.002 -0.014
Si 4.118 -6.749 16.186 -0.001 0.002 -0.015
Si -9.463 -4.029 16.322 -0.011 0.011 0.02
Si -6.791 -1.363 16.402 0.007 0.004 -0.022
Si -4.132 1.333 16.382 -0.014 -0.023 0
Si -6.768 4.088 16.239 0.023 -0.008 -0.028
Si -4.044 6.851 16.355 -0.01 0.009 -0.001
Si -6.759 9.504 16.296 0.002 0.005 -0.008
Si -4.081 -4.108 16.446 0.002 0.009 0.005
Si 0.013 0.013 17.587 0.032 -0.01 -0.023
Si 2.685 2.715 17.702 0.007 0.026 -0.022
Si -0.04 5.412 17.764 0.01 0.026 -0.018
Si 2.746 8.257 17.519 -0.02 0.023 -0.019
Si -0.034 -5.417 17.765 -0.026 -0.006 -0.013
Si 2.691 -2.676 17.572 -0.027 0.025 -0.024
Si 5.366 -0.085 17.618 0.004 0.015 -0.041
Si -8.106 2.757 17.609 -0.022 0.006 -0.02
Si 5.453 5.446 17.616 0.015 -0.009 -0.032
Si -8.13 8.122 17.589 0.014 -0.043 -0.027
Si 5.483 -5.439 17.569 0.005 -0.006 0.007
Si -8.143 -2.688 17.796 0.004 0.027 -0.01
Si -5.476 -0.027 17.833 -0.02 -0.014 0
Si -2.72 2.741 17.614 -0.003 -0.017 -0.025
Si -5.459 5.475 17.606 -0.024 0.003 0.007
Si -2.689 -8.183 17.838 0.049 0.021 0.012
Si -5.448 -5.542 17.778 0.022 0.02 -0.017
Si -2.707 -2.699 17.779 -0.016 -0.029 -0.028
Si -1.337 1.371 18.908 -0.006 0.001 0.025
Si 1.352 4.062 19.12 0.009 0.007 0.016
Si -1.356 6.742 19.253 0.013 0.017 0.042
Si 1.427 -6.798 18.983 0.005 -0.081 0.004
Si -1.366 -4.045 19.198 -0.006 -0.013 0.018
Si 1.34 -1.332 18.965 -0.003 0.021 -0.013
Si 4.018 1.263 18.979 0.009 -0.014 -0.022
Si -9.488 4.088 18.951 -0.015 -0.01 -0.002
Si 4.098 6.912 18.831 -0.035 -0.028 0.004
Si -9.468 9.494 18.891 0.006 0.008 0.043
Si 4.108 -4.03 18.818 0.009 -0.004 0.055
Si 6.721 -1.318 19.111 0.014 0.022 0.044
Si -6.89 1.407 19.114 -0.058 -0.042 0.003
Si -4.064 4.151 18.909 0.022 0.006 0.061
Si -6.857 6.745 19.006 0.008 -0.008 -0.001
Si -4.106 -6.902 19.237 -0.003 0.023 0.026
Si -6.799 -4.145 19.12 0.024 0.012 0.013
Si -4.053 -1.369 19.217 -0.024 -0.012 0.004
Si -2.614 0.107 20.407 0.053 -0.063 0.061
Si -0.071 2.662 20.401 0.002 -0.023 0.08
Si -2.854 5.348 20.563 0.053 0.026 0.083
Si 0.447 7.877 20.367 -0.207 0.007 -0.711
Si -2.925 -5.274 20.526 0.134 -0.15 -0.683
Si 0.01 -2.57 20.481 -0.029 0.004 0.105
Si 2.662 -0.048 20.432 0.027 0.015 0.117
Si 5.73 2.381 20.096 0.06 0.002 0.058
Si 2.68 5.704 20.2 -0.081 -0.123 -0.567
Si 5.442 8.208 20.233 0.075 -0.02 0.074
Si 2.749 -5.299 20.208 -0.084 0.122 0.068
Si 5.402 -2.836 20.376 -0.029 0 0.09
Si -8.83 0.614 20.314 -0.136 0.194 -0.627
Si -5.403 2.824 20.259 -0.077 0.026 0.05
Si -8.223 5.424 20.437 -0.026 -0.003 0.08
Si -5.492 -8.403 20.519 0.001 -0.011 0.095
Si -8.187 -5.56 20.405 0.004 -0.023 0.106
Si -5.183 -3.069 20.469 -0.067 0.159 -0.697
Si -0.868 -0.746 21.796 0.108 0.17 -0.612
Si 0.883 0.925 21.693 -0.14 -0.241 -0.528
Si -1.825 3.577 21.73 -0.097 -0.09 -0.544
Si 4.434 3.603 21.613 0.343 -0.255 -0.471
Si -1.076 -6.83 22.642 0.055 0.09 -0.112
Si -4.435 -2.342 25.568 -0.038 0.083 0.052
Si 3.641 -1.869 21.594 -0.157 -0.141 -0.626
Si -4.252 -3.196 -7.682 0.05 -0.135 0.009
Si 2.125 2.933 23.28 -0.109 -0.175 0.051
Si -9.437 7.058 21.697 -0.104 -0.143 -0.772
Si 4.489 -6.306 21.355 -0.048 0.001 -0.085
Si 6.269 -4.726 21.585 0.084 0.118 -0.073
Si 5.272 -1.696 24.266 -0.008 0.012 -0.274
Si -7.701 2.337 -4.354 -0.022 0.075 0.055
Si -6.486 4.365 21.641 0.279 0.247 -0.503
Si -4.735 6.074 21.911 -0.021 -0.06 -0.048
Si -7.087 -7.195 21.717 0.079 0.141 -0.732
Si -5.948 -1.689 23.13 -0.045 0.083 -0.015
Si -2.095 -4.454 -3.296 -0.09 0.038 0.011
Si -8.425 6.398 -2.798 -0.015 0.034 0.068
Si -4.247 2.92 -7.712 -0.052 -0.022 -0.039
Si -10.313 1.446 -0.581 -0.038 -0.044 0.115
Si 1.67 -1.19 -1.981 0.055 -0.026 0.064
Si -3.964 -3.549 -1.026 -0.078 -0.032 0.146
Si -8.485 -0.045 23.451 0.002 0.019 -0.019
Si 3.877 -6.692 23.542 0.304 0.285 -0.555
Si -10.116 -4.716 23.944 -0.076 -0.227 -0.607
Si 1.875 -3.528 21.533 0.187 0.1 -0.673
Si 0.127 5.267 -6.132 0.03 -0.049 -0.008
Si -3.689 7.317 -2.897 0.009 -0.032 0.128
Si -0.578 2.783 -1.917 -0.058 0.034 0.036
Si 0.702 7.877 -4.592 -0.058 -0.022 -0.032
Si -10.518 1.865 -3.595 -0.007 -0.028 0.151
Si -6.569 -2.631 -5.969 -0.142 -0.025 -0.129
Si -2.123 -0.458 24.676 0.064 -0.003 -0.181
Si 5.024 3.858 -7.49 -0.106 0.083 -0.054
Si 3.626 3.475 -4.698 0.097 0.12 0.041
Si -8.842 5.825 -7.42 -0.042 -0.099 0.005
Si -4.39 1.036 23.368 0.12 0.297 -0.537
Si -4.15 -5.344 26.354 -0.04 -0.109 -0.033
Si -1.628 7.253 24.692 0.044 -0.001 -0.073
Si -3.255 2.003 -5.194 0.029 0.012 0.11
Si -4.548 6.35 24.299 -0.138 -0.077 -0.703
Si -7.013 -5.705 -5.342 0.011 -0.027 0.002
Si -4.109 4.708 -4.243 -0.068 -0.126 -0.008
Si -1.096 -7.223 -2.363 0.027 -0.096 0.651
Si -0.766 0.313 -5.744 -0.013 -0.054 -0.006
Si -5.979 -7.111 24.559 -0.015 -0.002 -0.074
Si -9.264 -2.07 -7.392 -0.031 0.027 -0.049
Si 2.323 -3.438 -6.556 0.04 0.04 -0.021
Si -6.406 -7.54 -2.924 0.013 -0.023 0.019
Si 5.148 -4.545 -7.286 -0.085 0.022 -0.016
Si 5.046 6.877 24.24 0.049 0.007 -0.162
Si -6.96 2.541 24.213 -0.035 -0.002 -0.216
Si 0.554 -6.1 -6.76 0.053 -0.044 0.005
Si -8.556 -3.775 -0.702 -0.188 0.104 0.634
Si -4.97 -6.05 -7.509 0.061 0.138 0.022
Si -8.352 -6.132 26.074 -0.085 -0.011 -0.079
Si 4.589 3.914 24.467 -0.072 -0.002 0.029
Si -5.967 4.286 26.337 0.089 -0.014 0.002
Si -6.369 4.019 -2.284 0.065 0.026 0.673
Si -7.492 -0.652 -3.83 -0.089 0.025 0.152
Si -3.593 1.96 21.466 0.036 0.043 -0.046
Si -9.993 -6.102 -5.024 -0.044 0.029 -0.024
Si -7.131 -6.523 -0.115 0.046 -0.179 0.697
Si -2.395 -5.072 -6.421 0.033 0.053 0.034
Si -10.866 -4.622 -2.467 -0.07 -0.015 0.085
Si -10.171 7.169 -5.144 0.1 0.024 0.013
Si -1.168 -1.444 -3.32 -0.004 0.029 0.037
Si 3.647 6.513 -1.318 -0.07 0.06 0.188
Si 1.186 -5.183 24.045 0.06 -0.007 -0.17
Si -6.343 4.311 -6.395 0.078 -0.02 0.023
Si -1.394 1.355 8.181 -0.003 -0.006 0.007
Si 1.365 4.109 8.19 0.023 0.012 0.002
Si -1.385 6.82 8.137 0.004 -0.019 -0.002
Si 1.349 -6.808 8.165 -0.017 -0.021 -0.005
Si -1.399 -4.059 8.157 0 -0.006 -0.002
Si 1.319 -1.327 8.207 0.02 0.005 0.02
Si 4.071 1.403 8.2 0.005 -0.003 0.008
Si -9.517 4.072 8.137 -0.022 -0.015 -0.001
Si 4.106 6.791 8.149 -0.006 0.001 -0.009
Si -9.483 9.493 8.162 0.01 0.016 0.011
Si 4.091 -4.085 8.194 0.01 0.007 0.014
Si -9.485 -1.37 8.173 -0.018 -0.003 0.001
Si -6.809 1.36 8.131 0.02 0.008 -0.005
Si -4.089 4.091 8.146 0.021 0.004 0.009
Si -6.789 6.782 8.16 -0.017 0.014 0.002
Si -4.079 -6.785 8.155 -0.005 0.008 0
Si -6.764 -4.1 8.158 -0.011 -0.008 0.006
Si -4.098 -1.369 8.131 -0.001 -0.003 -0.003
Si -2.756 -0.011 9.524 -0.001 0 0.003
Si -0.005 2.722 9.519 0.019 -0.008 -0.006
Si -2.723 5.448 9.508 0 -0.001 -0.005
Si -0.018 -8.158 9.514 0.009 0.012 0.001
Si -2.731 -5.429 9.525 0.006 0.005 0.01
Si -0.036 -2.715 9.538 -0.014 0.015 -0.001
Si 2.705 0.029 9.542 -0.002 0.007 -0.002
Si -10.869 2.743 9.534 -0.017 0.014 0.006
Si 2.729 5.466 9.529 -0.005 0.003 0.009
Si -10.861 8.147 9.52 -0.003 -0.018 0.003
Si 2.711 -5.448 9.53 0.002 -0.008 0.003
Si -10.861 -2.717 9.534 0.008 -0.008 0.007
Si -8.141 0.002 9.521 -0.011 0.011 -0.004
Si -5.449 2.717 9.503 -0.019 0.001 -0.006
Si -8.16 5.427 9.514 0.01 -0.012 0.004
Si -5.435 -8.156 9.509 0.004 -0.003 0.002
Si -8.138 -5.446 9.517 0.001 0.004 0.002
Si -5.426 -2.728 9.517 0.018 -0.024 0.005
Si -1.398 -1.362 10.899 0.005 -0.004 0.011
Si 1.34 1.374 10.903 0.005 -0.001 0.006
Si -1.363 4.089 10.873 0 0.003 -0.002
Si 1.349 -9.506 10.878 0.001 -0.001 -0.006
Si -1.365 -6.79 10.873 0.011 -0.001 -0.008
Si 1.342 -4.082 10.883 0 -0.003 0.006
Si 4.084 -1.345 10.872 -0.006 -0.003 -0.007
Si -9.509 1.361 10.871 -0.003 -0.005 -0.004
Si -12.236 4.1 10.879 0.009 0.002 -0.004
Si -9.509 6.792 10.89 -0.01 0.003 0.012
Si -12.239 9.506 10.877 0.007 0.001 -0.004
Si -9.498 -4.083 10.884 -0.015 -0.001 -0.005
Si -6.783 -1.364 10.875 0 0.007 -0.012
Si -4.1 1.358 10.887 0.004 0 0.003
Si -6.802 4.068 10.878 -0.003 -0.007 0.007
Si -4.076 6.806 10.874 0.005 0.001 0.005
Si -6.778 -6.794 10.88 -0.008 0 0.001
Si -4.079 -4.075 10.892 -0.005 0.007 0.003
Si -0.036 0.006 12.246 -0.005 -0.014 -0.001
Si 2.72 2.743 12.231 0.009 0.012 -0.007
Si -0.009 5.456 12.238 0.025 0 -0.001
Si 2.705 -8.156 12.246 -0.013 -0.004 0.002
Si -0.018 -5.443 12.251 -0.006 -0.012 0.004
Si 2.711 -2.703 12.219 0.018 0.01 -0.001
Si 5.456 0.004 12.232 0.005 0.018 -0.001
Si -8.158 2.706 12.244 -0.01 -0.013 -0.004
Si -10.883 5.44 12.249 -0.021 -0.013 0
Si -8.134 8.166 12.231 0.013 0.018 -0.005
Si -10.872 10.873 12.225 -0.007 0 0
Si -8.135 -2.719 12.244 -0.008 -0.01 0.005
Si -5.443 -0.017 12.259 -0.015 -0.009 0.004
Si -2.722 2.723 12.232 0.008 -0.002 -0.004
Si -5.428 5.431 12.228 -0.008 0.003 -0.001
Si -2.72 8.175 12.235 0.005 0.008 -0.007
Si -5.429 -5.43 12.252 0.015 0.004 -0.01
Si -2.739 -2.727 12.275 -0.001 -0.005 -0.002
O -1.144 -1.298 0.965 0.004 0.08 -0.381
O -3.403 -4.336 -2.33 -0.225 -0.376 -0.045
O 3.267 -4.496 -0.434 -0.046 -0.151 -0.627
O -9.892 -0.577 24.032 -0.137 0.248 0.061
O -0.069 3.821 -5.429 -0.224 0.105 0.016
O 3.536 -6.93 0.538 -0.127 0.043 -0.001
O 4.162 -3.797 -2.996 -0.321 -0.224 0.141
O -6.357 -0.929 0.212 -0.44 -0.219 0.003
O 1.592 6.779 20.861 -0.16 -0.043 0.535
O -0.048 -7.589 21.658 0.182 -0.029 0.386
O -5.031 -0.383 22.9 0.195 -0.081 -0.402
O -10.439 -3.18 24.309 0.251 -0.01 0.003
O -6.045 -2.483 21.73 -0.395 -0.245 -0.078
O -4.963 -5.996 25.125 0.145 0.402 -0.509
O 2.122 7.029 -1.084 -0.203 0.006 -0.592
O -7.309 5.244 -2.787 0.091 0.063 -0.079
O -10.226 6.58 23.043 0.201 -0.308 0.368
O -1.296 4.139 -1.402 0.166 0.261 -0.146
O -1.993 1.342 -5.957 -0.012 -0.002 -0.474
O 3.168 3.109 24.511 -0.125 -0.242 0.598
O 4.824 7.28 -0.48 -0.286 0.317 0.351
O 1.536 -3.95 23.077 -0.168 0.459 0.414
O 0.255 -0.985 -2.715 -0.072 0.341 -0.213
O 1.161 4.251 23.257 0.419 0.486 -0.282
O 3.845 5.091 21.21 0.271 0.457 0.431
O -10.511 7.441 25.54 0.734 -0.226 0.287
O -3.116 0.762 24.312 0.177 0.459 0.296
O 4.316 5.496 24.66 -0.577 0.02 0.086
O -7.082 3.369 25.591 -0.458 -0.096 0.232
O -2.182 -5.963 21.823 0.07 0.126 0.135
O -8.917 1.67 0.207 0.149 -0.443 -0.41
O -9.909 -3.636 -1.593 -0.227 0.534 -0.016
O -7.484 0.766 -4.588 0.327 -0.01 -0.534
O 4.076 6.797 -2.831 0.501 0.285 -0.326
O -4.883 -2.3 -1.502 0.165 0.061 -0.075
O -3.505 -6.185 -6.824 0.105 -0.344 0.404
O -1.138 -5.648 -2.766 0.53 0.251 0.115
O -3.968 1.124 -1.342 -0.284 -0.142 -0.274
O -9.987 -3.478 -7.098 0.241 -0.342 0.524
O 3.627 4.92 -0.976 -0.19 -0.266 -0.59
O -9.204 6.312 -1.383 0.247 -0.318 0.03
O -5.303 7.75 24.609 -0.239 -0.001 0.365
O -2.711 -2.987 -0.168 0.434 -0.182 -0.395
O 4.133 -1.538 23.131 -0.259 0.132 0.405
O -2.659 -5.961 26.359 0.073 0.408 -0.047
O -7.08 3.577 22.97 -0.62 0.128 0.342
O -9.451 6.225 -4.034 -0.385 -0.27 -0.153
O -1.307 -0.979 23.375 0.31 -0.36 0.186
O 4.095 -7.091 26.727 -0.361 0.189 -0.427
O -4.875 4.26 -2.881 0.145 -0.092 0.514
O 1.054 -4.559 25.518 -0.097 0.593 -0.108
O -1.214 -0.972 -4.87 -0.393 -0.213 -0.321
O -0.151 -0.202 -7.138 -0.164 0.15 -0.242
O -8.562 0.222 21.869 0.129 0.026 0.122
O 4.534 3.435 -6.021 0.15 -0.224 0.014
O -3.055 3.533 -4.645 0.539 0.167 0.085
O -7.324 -7.213 25.45 -0.013 -0.454 0.231
O -3.016 3.961 -7.66 0.176 0.078 0.579
O 1.553 -2.543 -1.117 -0.114 -0.028 0.056
O 0.152 2.105 -0.653 -0.352 0.033 0.229
O -7.396 -1.223 23.669 -0.157 -0.281 0.118
O -5.487 1.867 24.211 0.037 0.061 0.139
O 1.952 0.123 -1.055 0.342 0.017 -0.165
O 0.884 -4.357 0.553 0.045 0.15 -0.088
O 5.279 0.121 0.019 -0.277 -0.393 -0.497
O -8.288 8.115 22.218 -0.094 -0.086 0.5
O -0.461 6.164 24.346 0.216 0.149 0.309
O -5.051 8.039 -3.383 -0.041 0.245 -0.65
O -10.867 0.63 -4.572 -0.396 0.059 -0.528
O 5.129 2.787 -0.449 0.18 0.113 -0.296
O -6.093 -6.447 -6.435 -0.301 -0.754 -0.054
O 0.092 -8.004 -3.157 0.286 -0.291 0.319
O -6.631 -1.674 -4.695 0.386 0.245 0.261
O -8.548 -5.996 -5.719 0.177 0.042 -0.24
O -4.793 -4.521 -0.029 -0.118 -0.163 0.182
O -2.493 -7.923 -2.831 -0.144 0.231 -0.28
O 5.187 -5.584 -6.044 -0.497 -0.295 -0.029
O -10.697 3.297 25.53 0.6 0.05 0.023
O 5.03 -5.888 -1.523 -0.01 -0.468 -0.464
O -10.011 -5.19 -3.701 0.53 -0.102 0.213
O -3.353 6.106 -3.928 0.62 -0.026 -0.429
O -1.416 3.911 23.312 -0.316 -0.096 0.317
O -0.971 5.52 -7.29 -0.177 0.705 0.233
O -3.716 1.066 -3.96 -0.283 -0.098 -0.034
O -9.865 4.58 -7.34 0.228 -0.348 -0.031
O 1.411 -4.765 -6.501 0.096 0.045 -0.14
O 1.607 -2.202 -7.326 0.045 0.214 -0.103
O -10.251 -7.635 -4.62 -0.399 0.059 0.638
O -7.391 -2.871 -1.343 0.11 -0.074 -0.451
O 2.265 7.502 -4.525 0.214 0.385 -0.024
O -1.685 1.785 -2.517 -0.057 -0.05 -0.02
O 4.631 6.665 -5.386 -0.046 -0.116 -0.574
O 4.634 0.986 26.438 -0.323 0.051 -0.264
O -7.694 7.814 -3.022 -0.102 0.315 -0.263
O 3.718 -3.79 -7.298 0.105 0.193 -0.137
O -1.816 -7.975 23.505 -0.482 -0.022 -0.09
O 0.529 3.06 -3.044 0.329 0.213 0.194
O 1.255 1.557 23.208 -0.089 -0.203 0.605
O -2.798 -3.675 -7.16 0.298 0.233 -0.333
O 3.054 4.927 -4.289 -0.271 -0.075 -0.029
O -6.951 2.676 -2.966 -0.082 -0.289 0.441
O -10.088 1.247 -2.16 0.213 -0.273 -0.198
O 4.978 -5.75 24.334 -0.133 0.064 0.692
O -0.029 6.533 -5.135 -0.188 -0.203 -0.094
O -2.383 -0.718 -2.512 -0.239 -0.347 0.378
O -6.271 -7.118 -1.37 0.548 0.077 -0.129
O -2.466 -4.82 -4.825 -0.146 -0.148 0.116
O -8.13 -5.359 -0.718 0.015 -0.311 -0.444
O -7.682 -2.275 -7.1 0.183 -0.057 -0.295
O -8.068 1.355 24.155 -0.198 0.031 0.516
O -5.205 5.154 25.189 0.034 -0.263 -0.042
O 4.521 2.843 -3.502 -0.12 0.152 0.467
O 3.032 2.82 21.934 -0.222 -0.402 -0.416
O -0.22 -5.862 23.61 -0.393 0.341 0.472
O 1.626 5.169 -6.75 0.412 -0.066 0.471
O -6.355 -6.632 23.061 0.026 0.305 0.134
O 2.372 -6.279 23.979 -0.15 -0.434 0.27
O -7.396 5.441 -6.824 -0.003 0.349 0.405
O -9.79 -0.928 -6.376 0.149 0.493 -0.073
O -4.105 -3.742 26.264 0.219 0.021 0.437
O 5.257 3.724 23.002 0.596 0.061 0.002
O 2.584 -3.036 -5.011 -0.379 -0.163 0.241
O -1.313 -3.043 -3.244 0.549 -0.105 0.323
O 4.592 -1.497 25.703 -0.308 -0.387 0.264
O -3.008 -1.664 25.269 0.325 -0.486 0.46
O -3.95 6.712 -1.424 -0.313 -0.079 -0.11
O 2.312 2.604 -4.957 0.065 -0.514 -0.358
O -1.331 8.052 26.063 0.246 -0.144 0.118
O -9.041 -1.148 -3.81 -0.173 -0.358 0.474
O -4.057 -4.161 21.007 -0.049 -0.041 0.3
O 3.989 8.031 23.841 -0.484 -0.125 -0.255
O 2.908 -1.406 -2.996 0.313 0.493 -0.215
O 0.294 1.181 -4.909 0.299 -0.142 0.394
O -1.16 0.13 25.827 0.477 -0.012 -0.033
O -5.192 4.932 -5.433 -0.247 0.49 -0.005
O -6.662 -6.257 -3.865 -0.109 0.481 0.273
O -0.973 -5.601 -6.962 -0.071 0.029 -0.417
O -9.269 2.691 -4.197 -0.069 0.406 -0.423
O -4.383 2.069 -6.338 -0.754 -0.331 -0.011
O -7.124 3.152 -5.602 0.038 -0.079 -0.217
O -5.382 -1.36 26.442 -0.209 0.008 -0.143
O -6.746 -4.128 -5.409 -0.259 -0.004 0.018
O -6.806 -0.577 -2.364 0.193 0.629 -0.198
O -9.399 7.069 -6.555 0.149 0.471 -0.212
O -5.082 -2.408 -6.55 0.033 0.518 0.523
O 0.549 -7.149 -5.54 -0.104 0.158 0.244
O 4.913 -1.937 -4.623 0.136 -0.091 -0.114
O 0.115 3.887 25.58 0.055 0.127 -0.178
O -3.014 6.438 24.808 0.225 -0.61 0.503
O -5.244 -2.653 24.205 0.022 -0.744 -0.388
O -8.863 -5.163 24.879 0.444 0.138 0.045

Results
total energy: -104725.194 eV
total energy less fixed offsets of O -438.25, Si -107.07 eV per atom: -4.244 eV
